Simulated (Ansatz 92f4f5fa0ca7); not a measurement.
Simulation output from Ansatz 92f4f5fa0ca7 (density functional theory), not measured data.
Periodic cell of 259 atoms, Si165O94, from a study of silicon, its oxide and their interface. The atomic structure is a simulated model.
Doubt: the cutoff is far below the 930 eV that the study's wrapper takes by default for these files, so forces and energies are approximate.
This geometry differs little from another in the collection (a relaxation step or a small displacement).

Settings
functional: PBE
potential files: Ansatz PAW
basis: plane waves
wave-function cutoff: 580 eV
density cutoff ratio: 5
exchange-correlation grid ratio: 1
k mesh: 1 x 1 x 1, Gamma-centred
self-consistency stop: 5e-08 eV per atom in the density residual
occupations: fixed
spin: none
net charge: 0

Cell vectors (angstrom)
a	10.938	0	0
b	0	10.938	0
c	0	0	38.3432

Atoms: element, x, y, z (angstrom)
Si	0	0	0.683
Si	5.469	0	0.683
Si	2.7345	2.7345	0.683
Si	8.2035	2.7345	0.683
Si	0	5.469	0.683
Si	5.469	5.469	0.683
Si	2.7345	8.2035	0.683
Si	8.2035	8.2035	0.683
Si	1.3673	1.3673	2.0503
Si	6.8362	1.3673	2.0503
Si	4.1018	4.1018	2.0503
Si	9.5708	4.1018	2.0503
Si	1.3673	6.8362	2.0503
Si	6.8362	6.8362	2.0503
Si	4.1018	9.5708	2.0503
Si	9.5708	9.5708	2.0503
Si	2.7345	0	36.2917
Si	8.2035	0	36.2917
Si	0	2.7345	36.2917
Si	5.469	2.7345	36.2917
Si	2.7345	5.469	36.2917
Si	8.2035	5.469	36.2917
Si	0	8.2035	36.2917
Si	5.469	8.2035	36.2917
Si	4.1018	1.3673	37.6589
Si	9.5708	1.3673	37.6589
Si	1.3673	4.1018	37.6589
Si	6.8362	4.1018	37.6589
Si	4.1018	6.8362	37.6589
Si	9.5708	6.8362	37.6589
Si	1.3673	9.5708	37.6589
Si	6.8362	9.5708	37.6589
Si	2.6733	2.0294	26.2924
Si	4.6282	-3.4532	24.4295
Si	7.6691	2.4956	20.9131
Si	8.1916	5.9008	28.6568
Si	0.2023	1.1784	30.4755
Si	8.3411	3.6485	26.6488
Si	7.0637	11.9362	27.8206
Si	11.3535	10.1402	23.9422
Si	2.7572	-2.1678	28.5089
Si	1.9225	4.4937	28.1233
Si	5.0838	3.0828	31.0215
Si	11.7318	-0.3999	27.0062
Si	0.3708	8.5278	30.4814
Si	10.1643	6.2376	23.948
Si	6.6014	7.215	17.768
Si	10.8014	15.0927	17.3569
Si	1.3928	-1.3759	32.3413
Si	7.6401	0.1256	30.9881
Si	-0.0541	3.4978	30.4055
Si	8.7828	4.9633	30.7647
Si	2.421	7.2777	20.3473
Si	6.968	4.0563	32.1162
Si	-0.4948	10.3267	29.0245
Si	5.4002	8.4124	30.7703
Si	4.028	1.5342	32.4644
Si	9.4715	1.0872	32.1847
Si	1.4695	4.1648	32.1458
Si	10.5273	5.6131	26.878
Si	4.2095	6.7563	32.0023
Si	9.7734	6.8925	31.8575
Si	2.4426	11.2912	31.206
Si	6.7075	9.4925	32.3617
Si	-0.0913	-0.1316	33.6647
Si	5.4206	0.023	33.6621
Si	2.6075	2.8092	33.7227
Si	8.2954	2.7021	33.5092
Si	0.0938	5.5936	33.4464
Si	5.5771	5.466	33.481
Si	2.8283	8.1086	33.5004
Si	8.2821	8.114	33.4357
Si	1.2896	1.3205	34.9626
Si	6.8759	1.3865	34.9231
Si	4.124	4.1549	34.9222
Si	9.631	4.1619	34.8488
Si	1.4085	6.8604	34.9209
Si	6.879	6.8334	34.8916
Si	4.0799	9.5417	34.9387
Si	9.5024	9.4704	34.9642
Si	2.7259	0.0066	3.4012
Si	8.2288	0.0058	3.3989
Si	-0.0339	2.7262	3.4263
Si	5.4963	2.7619	3.39
Si	2.7092	5.4719	3.4151
Si	8.2043	5.4813	3.4369
Si	0.0115	8.2119	3.4166
Si	5.4684	8.18	3.4193
Si	4.0799	1.4356	4.6933
Si	9.5423	1.3641	4.8319
Si	1.2683	4.1621	4.7676
Si	6.8536	4.0844	4.8109
Si	4.0795	6.8174	4.798
Si	9.5564	6.8856	4.7987
Si	1.3762	9.5779	4.7855
Si	6.8966	9.5483	4.7192
Si	-2.8721	0.04	8.9569
Si	5.4898	0.0137	5.9148
Si	2.6859	2.8133	6.038
Si	8.1563	2.6964	6.2515
Si	4.0068	4.0982	7.5184
Si	2.7302	5.6282	8.8761
Si	-0.6576	13.1275	19.4066
Si	8.2533	8.2695	6.2097
Si	4.2243	-1.2966	7.3402
Si	2.2516	-1.518	9.9425
Si	5.7618	2.0842	16.7689
Si	12.2364	6.9018	7.5306
Si	6.6646	12.2104	7.4816
Si	4.8227	2.1933	8.7073
Si	8.0278	5.4763	8.9556
Si	9.6285	9.6526	7.6765
Si	-1.0299	3.8132	14.3113
Si	12.2952	1.6218	17.5118
Si	-1.1025	2.1187	10.4929
Si	3.1409	0.3175	8.639
Si	3.4444	8.771	11.9007
Si	9.5174	4.0877	7.6315
Si	1.9131	7.3444	23.405
Si	5.4442	5.4214	6.146
Si	0.0017	-0.0129	6.1628
Si	5.5934	-2.6405	8.7439
Si	1.3631	4.3314	10.2587
Si	10.7362	0.8946	13.2267
Si	-0.1023	5.5024	6.2069
Si	10.3229	4.9618	11.5101
Si	2.7344	8.2153	6.1667
Si	5.8989	14.8981	10.9806
O	10.5417	26.6871	13.1649
O	32.8826	10.3289	25.5376
O	-10.184	-4.7361	23.3837
O	9.4751	4.8284	23.5447
O	5.4047	-25.5964	25.8474
O	-21.846	-5.3306	18.0938
O	-4.5055	20.7864	11.6139
O	1.9426	-12.497	27.2105
O	-30.1833	7.3861	21.946
O	9.4122	14.5271	11.146
O	0.835	-3.6159	19.9654
O	3.5067	12.5123	14.4091
O	-15.8904	11.2676	24.7488
O	15.2949	10.0045	17.8858
O	46.8366	38.7568	19.694
O	-30.3243	19.2133	17.1654
O	-14.723	-3.3088	16.3014
O	-37.4039	30.2291	13.8504
O	2.335	3.6208	11.4591
O	-2.4068	-9.6013	9.9018
O	17.8012	14.1184	17.3056
O	-8.536	13.3263	24.7159
O	9.7028	6.3494	28.0924
O	28.647	-6.0684	9.9304
Si	8.1242	21.012	28.8978
Si	5.5283	9.4787	12.9362
Si	-2.8215	25.8113	23.5542
Si	-21.6089	-19.0471	8.7912
Si	-17.7479	0.4829	18.6444
Si	-14.7024	20.172	10.2743
Si	-0.1314	27.9092	19.681
Si	15.837	11.8577	21.5673
Si	24.1062	23.6427	23.2092
Si	14.7248	8.5139	18.1273
Si	1.4489	1.3637	7.3992
Si	-15.9417	5.717	22.143
Si	14.6786	-14.348	9.8685
Si	6.5584	33.3364	14.962
Si	-10.8102	8.2881	9.0712
Si	1.9774	7.4836	13.1267
Si	18.9382	-14.4369	20.3417
Si	-1.557	28.8163	10.3079
Si	-4.1024	6.8166	7.4317
Si	-4.969	-0.9079	23.6836
Si	-4.4048	4.1746	18.5802
Si	4.0769	10.2503	29.8435
Si	22.9574	3.3249	20.7625
Si	-5.4846	33.1552	26.3043
Si	-16.6266	30.0166	27.2074
Si	-4.0424	18.9028	28.8773
Si	-5.1374	23.0631	29.7892
Si	-18.0167	15.5097	20.0932
Si	12.9449	-13.1985	15.6798
Si	10.4124	8.9044	14.1933
Si	13.2128	-10.3536	14.7532
Si	-6.7849	24.9007	14.7477
Si	-14.4043	-13.2798	15.0387
Si	-7.5784	4.8694	30.8105
Si	-3.8082	3.0051	13.6081
Si	-7.7537	4.6432	12.4264
Si	19.7147	8.9045	22.8463
O	-1.0131	-17.7871	26.6401
O	11.328	19.8918	15.5698
O	12.2418	2.7771	22.3029
O	-6.0093	-6.7994	18.9461
O	-17.7647	0.4044	20.2513
O	-8.139	31.8906	15.1185
O	-9.2441	40.8114	29.5474
O	-11.5457	24.1178	14.0723
O	-11.6597	-4.4433	25.5509
O	1.3932	11.5333	13.3923
O	-11.5015	15.2588	15.796
O	23.2429	-10.5577	23.341
O	-15.0405	39.3461	21.0561
O	-5.9544	7.4565	17.8271
O	46.8192	-14.8601	24.5099
O	38.153	-15.092	23.1795
O	3.2572	26.0266	13.9928
O	21.9803	22.9421	18.4421
O	19.3649	19.6687	21.2567
O	2.399	-14.4586	14.7155
O	-17.1744	15.7542	11.7709
O	-13.5973	14.8969	14.2432
O	-4.132	26.6173	23.0826
O	20.6825	14.2636	18.3084
O	14.7464	7.6741	27.88
O	-31.5574	25.1433	17.4315
O	17.8778	25.1834	12.0395
O	0.3592	-27.9986	20.6821
O	6.9358	27.5257	18.0422
O	-1.6623	29.3188	23.3409
O	-0.9051	-11.4524	13.6906
O	-14.4931	29.9194	18.9491
O	5.4259	45.0632	18.1617
O	8.1218	2.2263	27.4223
O	13.181	-4.9472	12.4907
O	-4.7702	12.8109	21.1436
O	3.7414	56.2347	22.5655
O	37.537	4.8544	21.4627
O	-5.4911	10.8012	13.9166
O	-32.1696	-7.0041	28.9641
O	-3.553	25.6682	19.9375
O	18.3572	-0.7629	15.5343
O	-2.0309	12.5944	20.173
O	9.9385	20.9692	23.1107
O	-20.6377	-24.0504	23.7576
O	-19.2071	25.3273	20.245
O	-2.6621	62.792	10.833
O	23.1893	1.0622	15.9875
O	18.4531	23.3341	13.9848
O	14.1724	19.4385	19.6591
O	37.534	30.9538	24.1097
O	12.1419	16.5323	27.1333
O	-3.0943	25.3145	25.0959
O	7.5582	4.8417	27.506
O	-32.4327	18.9578	13.1017
O	30.1763	-8.1587	22.4095
O	5.6318	10.5621	22.2025
O	-5.7348	13.6227	10.2433
O	19.908	30.0813	14.4931
O	-12.5879	28.3519	20.0471
O	-8.2532	-7.5488	27.1926
O	54.2017	23.0151	11.6526
O	-30.0783	1.1539	18.1896
O	5.673	-29.5189	14.2491
O	4.1156	23.1543	26.4181
O	-6.5606	13.8889	16.3618
O	-31.3057	55.7681	26.93
O	5.1094	9.7404	26.7968
O	-3.5133	31.171	23.6756
O	2.9965	16.0367	29.1921

Results
free energy: -158345.528 eV
free energy less fixed offsets of O -568.88, Si -635.61 eV per atom: 4.842 eV

Forces (eV/angstrom), in the order of the atoms: element, x, y, z
Si	0.0382	-0.0162	-0.0323
Si	0.0167	-0.0576	0.022
Si	-0.028	0.0202	0.0167
Si	-0.0779	-0.0274	-0.0252
Si	-0.0337	0.0104	0.0188
Si	-0.0253	0.0816	-0.0344
Si	0.0179	0.0326	-0.0175
Si	0.004	0.0273	0.0167
Si	-0.1943	0.0314	-0.0071
Si	0.0893	-0.0002	-0.1115
Si	-0.0137	0.1414	-0.0448
Si	-0.0924	0.0289	0.0478
Si	-0.0053	0.0569	-0.1207
Si	-0.0454	-0.1592	-0.028
Si	0.0147	-0.0223	0.0771
Si	0.1801	0.0384	-0.1326
Si	-0.2702	-0.2471	0.0581
Si	-0.133	-0.177	0.1052
Si	-0.2766	0.2416	0.0165
Si	0.1	0.1662	-0.13
Si	0.1575	0.2307	0.1428
Si	0.2108	-0.0835	-0.2481
Si	0.1536	-0.2111	0.176
Si	0.2523	-0.0516	-0.1387
Si	0.0188	-0.0374	-0.0616
Si	-0.0168	0.0734	-0.0051
Si	0.046	-0.0653	-0.0269
Si	-0.016	-0.0729	-0.0066
Si	-0.0184	-0.0342	0.0156
Si	0.1072	-0.1181	0.0201
Si	-0.0052	0.1112	0.0424
Si	-0.0416	0.0615	0.0288
Si	0.0098	0.0053	-0.0097
Si	-0.0018	-0.0034	0.0034
Si	0.0056	-0.0105	0.0036
Si	0.0188	-0.0189	-0.0144
Si	-0.0407	0.0961	-0.0064
Si	-0.0008	-0.0082	0.0022
Si	0.0165	-0.0266	0.0095
Si	0.0049	0.0082	-0.0029
Si	-0.0036	-0.0025	0.05
Si	-0.0153	-0.0047	-0.0108
Si	0.0032	-0.0007	0.0007
Si	0.0154	0.019	-0.0273
Si	-0.0093	-0.0134	-0.002
Si	-0.0005	-0.0074	0.0049
Si	0.002	-0.0127	0.011
Si	0.0027	-0.0132	0.0142
Si	0.0025	-0.0018	0.0054
Si	0.0201	0.0233	0.0195
Si	0.0097	-0.0018	-0.0109
Si	0.0127	-0.0174	-0.009
Si	-0.0008	-0.0093	-0.0012
Si	0.0008	0.0017	-0.0054
Si	0.0081	-0.0147	0.011
Si	0.0288	0.0221	0.0426
Si	0.0044	-0.0009	-0.0095
Si	0.0131	-0.0868	-0.0056
Si	-0.0116	0.0078	-0.0071
Si	-0.0004	-0.0141	0.007
Si	-0.0022	-0.0091	-0.002
Si	0.014	0.0127	0.0052
Si	0.022	-0.0265	0.006
Si	-0.0199	-0.0246	-0.0194
Si	-0.0329	0.0079	0.0045
Si	0.0127	0.0026	-0.0105
Si	-0.0116	0.0084	-0.0004
Si	-0.0067	0.0271	0.0048
Si	0.0062	-0.0094	0.0037
Si	0.0032	0.0152	0.0167
Si	-0.0066	-0.0073	0.0047
Si	-0.0007	-0.0071	0.0178
Si	0.0048	-0.001	0.0022
Si	-0.0143	0.0058	0.0165
Si	0.0018	-0.0105	-0.0071
Si	0.0097	-0.0049	0.0139
Si	-0.0048	0.0001	0.0117
Si	0.0052	0.0032	0.0028
Si	-0.0067	-0.002	0.0146
Si	-0.0015	0.0025	-0.0014
Si	0.0025	0.0006	0.0026
Si	-0.0075	0.0089	-0.0077
Si	-0.001	-0.004	-0.0033
Si	-0.0063	0.0007	0.002
Si	-0.0042	-0.0052	-0.0047
Si	0.0086	0.0034	0.003
Si	-0.0052	-0.0008	0.0021
Si	-0.0044	0.0026	-0.0046
Si	0.0171	0.0014	0.0131
Si	-0.0011	-0.0027	0.0001
Si	0.0138	0.0099	-0.0004
Si	0.0009	-0.0109	-0.003
Si	0.0057	-0.0058	-0.0106
Si	-0.0015	-0.0055	-0.0016
Si	0.0025	-0.0046	-0.0058
Si	0.0114	-0.0114	0.0072
Si	0.0156	-0.0138	0.0037
Si	-0.0514	0.0034	0.0259
Si	0.0033	-0.0055	0.0092
Si	-0.007	0.0026	-0.0056
Si	0.0006	-0.0051	-0.0283
Si	-0.05	-0.0039	0.0294
Si	0.0202	-0.0017	0.0061
Si	-0.0022	-0.0027	-0.0096
Si	0.0505	0.0001	-0.0148
Si	-0.0364	0.0515	-0.1116
Si	-0.0045	-0.0012	-0.0165
Si	0.0189	-0.0171	-0.0246
Si	0.0238	-0.0072	-0.0052
Si	-0.0077	-0.0175	-0.0009
Si	-0.0162	0.051	0.0058
Si	-0.0159	0.0179	-0.0033
Si	-0.0025	0.0094	0.0132
Si	-0.0014	0.0077	0.0409
Si	0.0285	-0.0069	-0.0177
Si	-0.0233	0.0004	0.0443
Si	0.0918	-0.1262	-0.0482
Si	0.0278	-0.0211	0.0171
Si	0.0001	-0.002	0.0067
Si	0.0032	-0.0062	-0.0001
Si	0.003	-0.0014	0.0063
Si	0.0751	0.0543	-0.0328
Si	0.0092	0.0479	-0.017
Si	-0.0057	-0.0071	-0.0077
Si	-0.0175	0.0043	-0.0273
Si	-0.0001	-0.012	0.0106
Si	-0.0178	0.0055	-0.0004
Si	0.011	0.0278	0.0218
O	0.0054	0.0156	-0.004
O	-0.0092	-0.0052	0.0168
O	-0.0012	0.002	-0.0039
O	-0.0001	0.0054	-0.0001
O	0.007	-0.004	0.0033
O	-0.0011	0.0058	-0.0017
O	-0.0037	0.0079	0.0255
O	-0.0118	0.0164	-0.0232
O	-0.0014	0.0034	0.0059
O	-0.0009	0.0236	-0.0001
O	0.0004	0.002	-0.0023
O	-0.0066	-0.0011	0.0042
O	0.0046	-0.0077	0.0083
O	-0.0037	-0.0066	0.0049
O	-0.0031	0.0086	0.001
O	-0.005	-0.0009	-0.002
O	-0.0014	0.0072	-0.0018
O	-0.0084	-0.0043	-0.0018
O	-0.003	-0.0132	0.018
O	-0.0272	-0.0085	-0.0044
O	0.0112	0.0197	0.014
O	0.0004	0.0008	0.0119
O	-0.0082	0.0057	0.0214
O	-0.0105	-0.014	0.0161
Si	-0.0471	0.0268	-0.0394
Si	0.0054	0.0201	0.0111
Si	-0.0015	-0.0082	0.0016
Si	-0.0379	-0.0174	-0.0025
Si	0.0063	0.0123	-0.0079
Si	-0.0327	-0.0344	-0.0527
Si	0.0047	-0.0134	0.016
Si	-0.0003	0.0085	0.0067
Si	-0.0018	0.0104	-0.0025
Si	0.0049	0.0094	0.0066
Si	-0.0012	0.0108	0.0066
Si	-0.0057	-0.0071	0.0019
Si	0.0026	0.0587	0.1979
Si	-0.0087	0.0058	0.0055
Si	-0.0309	0.003	0.0302
Si	-0.0295	-0.0145	0.0214
Si	0.001	-0.0069	0.0049
Si	0.0044	-0.0191	-0.0333
Si	0.0197	-0.015	0.0318
Si	-0.0042	0.0146	0.0049
Si	0.0015	-0.0027	0.0045
Si	-0.0328	-0.0048	-0.0186
Si	-0.0138	-0.0073	-0.0084
Si	-0.0075	0.0254	-0.007
Si	-0.0138	0.0272	-0.0162
Si	0.0073	0.0113	0.0044
Si	0.0203	-0.0063	-0.003
Si	-0.0067	-0.0101	0.0111
Si	0.0044	0.0083	-0.0035
Si	-0.0101	0.0007	0.0017
Si	0.0082	0.011	0.0111
Si	0.0205	-0.0076	0.0002
Si	0.0039	0.0078	0.0084
Si	-0.0108	-0.0168	0.016
Si	-0.0261	-0.0092	0.0197
Si	0.0217	0.0102	0.0059
Si	-0.0057	0.0055	0.0062
O	-0.0095	0.0105	0.0087
O	0.0022	-0.0017	-0.0052
O	0.0087	-0.0044	0.0174
O	-0.0008	0.0031	-0.0004
O	0.0004	-0.0021	-0.0004
O	-0.0071	-0.0122	0.0056
O	0.0176	0.0067	0.0041
O	0.0001	-0.0011	-0.0023
O	-0.0027	0.0075	-0.0021
O	-0.0045	-0.0018	-0.0056
O	-0.0035	-0.0032	-0.0032
O	-0.0074	-0.0094	0.0012
O	0	0.0007	-0.0031
O	0.0012	0.0046	-0.0007
O	0.0012	0.0008	0.0018
O	-0.0049	0.0085	0.0066
O	-0.0029	0.0048	-0.0008
O	0.0058	-0.0103	-0.0203
O	0.0007	0.001	0.0018
O	0.0102	-0.0046	-0.0064
O	-0.001	-0.0122	-0.001
O	0.0077	0.0008	-0.0002
O	0.0033	-0.0009	-0.0006
O	-0.0026	0.0141	-0.0138
O	0.0134	0.0104	0.0108
O	-0.0047	0.0038	-0.0068
O	-0.014	0.0024	-0.0156
O	-0.0049	0.019	-0.0081
O	-0.0025	0.0099	-0.0021
O	-0.0003	0.0013	-0.0007
O	0.0024	0.0047	0.0057
O	-0.0024	0.003	-0.0032
O	-0.0111	-0.008	0.0152
O	-0.0028	0.0007	0.0034
O	0.0025	-0.0004	-0.0027
O	-0.0037	-0.0015	-0.0005
O	-0.0041	-0.0031	0.0001
O	0.0057	0.0062	0.0021
O	-0.0128	-0.0035	-0.0168
O	-0.0002	0.0001	0.0108
O	-0.0025	0.0049	0.0003
O	0.0057	-0.0208	0.0006
O	-0.0208	-0.0021	0.0066
O	0.0013	-0.0024	0.0017
O	-0.0012	0.0002	-0.0018
O	0.0158	0.0039	-0.0034
O	-0.0108	0.0185	0.0156
O	0.0051	-0.0036	-0.007
O	0.0081	0.0001	-0.0125
O	-0.0012	0.0029	-0.0018
O	-0.0007	-0.0041	0
O	0.0083	-0.0063	0.0081
O	0.0028	0.0031	0.0037
O	-0.0095	-0.0075	-0.0078
O	-0.0059	0.0036	0
O	-0.0033	0.0075	0.0066
O	0.0012	-0.0056	0.003
O	-0.0045	-0.0124	-0.0088
O	-0.0001	0.0005	0.002
O	-0.0077	0.0063	-0.0015
O	-0.0025	-0.0014	0.0063
O	0.0066	-0.0009	-0.0028
O	-0.0118	-0.0061	-0.0053
O	0.0054	0.0011	-0.0003
O	0.0014	-0.0066	0.0111
O	-0.0139	0.0118	-0.0003
O	-0.0083	-0.0151	0.0144
O	-0.0002	-0.0271	0.0217
O	0.0008	-0.0022	-0.0003
O	0.0085	0.0007	-0.0079

The program warned: the cutoff lies below the one the program advises for these potential files; the exchange-correlation potential is rough where the density is thin.
